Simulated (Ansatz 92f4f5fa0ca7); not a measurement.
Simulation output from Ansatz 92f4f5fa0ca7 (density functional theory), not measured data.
Periodic cell of 210 atoms, Si128O78As4, from a study of silicon, its oxide and their interface. The atomic structure is a simulated model.
Doubt: the cutoff is far below the 930 eV that the study's wrapper takes by default for these files, so forces and energies are approximate.

Settings
functional: PBE
potential files: Ansatz PAW
basis: plane waves
wave-function cutoff: 580 eV
density cutoff ratio: 5
exchange-correlation grid ratio: 1
k mesh: 1 x 1 x 1, Gamma-centred
self-consistency stop: 5e-08 eV per atom in the density residual
occupations: fixed
spin: none
net charge: 0

Cell vectors (angstrom)
a  10.938  0  0
b  0  10.938  0
c  0  0  31.0729

Atoms: element, x, y, z (angstrom)
Si  10.3175  0.5696  23.5792
Si  5.7449  10.6706  23.8596
As  2.26  3.2459  23.5116
Si  8.6975  2.4576  23.6373
As  0.4505  5.0353  23.5361
Si  5.1399  5.9239  23.8312
Si  3.3414  7.5438  23.5688
Si  7.4742  8.9566  23.7714
Si  1.2664  1.4411  24.8274
Si  6.8951  1.4719  24.9149
Si  4.039  4.1455  24.9417
Si  9.6737  4.1121  24.9805
Si  1.4528  6.7818  24.8552
Si  6.8321  6.9914  24.9963
Si  4.03  9.4887  24.894
Si  9.4817  9.6825  24.8468
Si  2.6765  0.0147  26.1984
Si  8.1779  0.0477  26.328
Si  0.0245  2.7408  26.3425
Si  5.4512  2.7617  26.2585
Si  2.7118  5.4704  26.3396
Si  8.2122  5.507  26.2527
Si  -0.0114  8.2251  26.1744
Si  5.416  8.2489  26.3703
Si  4.1018  1.3673  27.6547
Si  9.5708  1.3673  27.6547
Si  1.3673  4.1018  27.6547
Si  6.8362  4.1018  27.6547
Si  4.1018  6.8362  27.6547
Si  9.5708  6.8362  27.6547
Si  1.3673  9.5708  27.6547
Si  6.8362  9.5708  27.6547
Si  0  0  29.0219
Si  5.469  0  29.0219
Si  2.7345  2.7345  29.0219
Si  8.2035  2.7345  29.0219
Si  0  5.469  29.0219
Si  5.469  5.469  29.0219
Si  2.7345  8.2035  29.0219
Si  8.2035  8.2035  29.0219
Si  1.3673  1.3673  30.3892
Si  6.8362  1.3673  30.3892
Si  4.1018  4.1018  30.3892
Si  9.5708  4.1018  30.3892
Si  1.3673  6.8362  30.3892
Si  6.8362  6.8362  30.3892
Si  4.1018  9.5708  30.3892
Si  9.5708  9.5708  30.3892
Si  2.7345  0  0.6835
Si  8.2035  0  0.6835
Si  0  2.7345  0.6835
Si  5.469  2.7345  0.6835
Si  2.7345  5.469  0.6835
Si  8.2035  5.469  0.6835
Si  0  8.2035  0.6835
Si  5.469  8.2035  0.6835
Si  4.1018  1.3673  2.0507
Si  9.5708  1.3673  2.0507
Si  1.3673  4.1018  2.0507
Si  6.8362  4.1018  2.0507
Si  4.1018  6.8362  2.0507
Si  9.5708  6.8362  2.0507
Si  1.3673  9.5708  2.0507
Si  6.8362  9.5708  2.0507
Si  0  0  3.418
Si  5.469  0  3.418
Si  2.7345  2.7345  3.418
Si  8.2035  2.7345  3.418
Si  0  5.469  3.418
Si  5.469  5.469  3.418
Si  2.7345  8.2035  3.418
Si  8.2035  8.2035  3.418
Si  1.3833  1.3014  4.7599
Si  6.8714  1.3559  4.8428
Si  4.1466  4.1014  4.6949
Si  9.5881  4.0582  4.8878
Si  1.3873  6.817  4.8434
Si  6.8481  6.7838  4.7431
Si  4.0905  9.5488  4.8592
Si  9.6046  9.5565  4.7175
Si  2.6591  -0.0521  6.251
Si  8.2953  -0.0685  6.1513
Si  0.0499  2.5747  6.2192
Si  5.4329  2.7798  6.1074
Si  2.8399  5.3895  6.1087
Si  8.1474  5.4794  6.2134
Si  -0.043  8.2057  6.1594
Si  5.5005  8.0929  6.1283
Si  3.7088  1.7574  7.367
Si  10.0519  0.7725  7.5502
Si  1.8702  3.5935  7.3242
As  6.3603  4.5105  7.5487
As  4.5716  6.3344  7.5446
Si  9.0538  7.3597  7.3871
Si  0.9721  9.7763  7.6191
Si  7.2912  9.0893  7.309
O  1.2035  4.3544  8.6469
O  4.5001  1.1379  8.7033
O  6.8381  9.6347  8.8057
O  9.4816  7.1944  8.9818
O  9.3521  1.3052  8.9981
O  1.502  8.8458  8.9699
O  8.5117  3.2689  22.1732
O  10.4917  11.0555  21.9861
O  3.1137  7.4666  21.9075
O  5.8438  5.5158  22.3827
O  5.0876  0.2272  22.3979
O  7.4032  8.9153  22.105
Si  3.6653  7.6701  15.2178
Si  6.8764  9.8523  10.4099
Si  6.3288  5.8232  20.8622
Si  4.2863  0.3053  10.0883
Si  9.9647  7.0004  10.5147
Si  1.7611  2.4945  14.62
Si  2.8874  6.7293  12.546
Si  9.4374  0.7274  10.5298
Si  4.8378  5.0336  16.546
Si  0.7549  4.4709  10.1828
Si  0.7395  5.0597  14.0251
Si  2.2116  9.7752  19.2289
Si  2.3245  4.8267  18.5775
Si  10.7035  5.8766  16.9136
Si  5.5129  10.1097  15.8556
Si  5.215  4.6069  12.3864
Si  7.6862  3.7991  14.005
Si  5.383  0.9642  20.9855
Si  8.0265  8.3591  20.7134
Si  10.1619  9.8323  14.5426
Si  7.7567  5.792  16.4079
Si  7.58  8.2305  14.6664
Si  10.4897  10.2046  20.5984
Si  9.0482  1.3464  18.6179
Si  9.7461  3.3824  11.9763
Si  6.6302  10.2973  18.7463
Si  2.5072  8.794  10.3001
Si  3.3051  1.9045  19.1883
Si  3.0029  2.6318  11.6952
Si  7.7151  3.062  20.7571
Si  1.1004  8.4669  16.625
Si  0.2373  9.7341  11.655
Si  9.6436  1.6991  15.5394
Si  4.2756  2.0034  16.2621
Si  3.4881  7.1419  20.3443
Si  7.1539  6.9706  11.8366
O  2.9055  7.3275  10.9928
O  8.3346  3.9559  12.5171
O  1.8704  4.1241  14.7462
O  4.1913  2.0006  20.5617
O  9.4865  1.7763  11.7923
O  -0.0241  7.4653  17.2565
O  6.7765  1.775  21.0853
O  7.3718  9.0075  19.3815
O  8.2656  10.5783  10.8652
O  4.5604  6.3204  15.5438
O  3.2038  1.2025  10.9232
O  9.5913  8.8295  20.6965
O  7.0387  7.3088  13.4337
O  10.8609  -0.0614  10.543
O  7.9758  5.0486  14.9815
O  7.6794  6.7588  20.6986
O  10.4053  8.3679  11.2587
O  8.4203  2.5251  14.781
O  6.6953  9.6004  14.8435
O  10.0471  0.281  19.3755
O  0.894  5.0185  17.7645
O  8.7588  2.6555  19.5609
O  1.9498  3.7161  11.0296
O  2.2729  7.4876  16.0471
O  10.742  10.2887  13.1042
O  5.5098  10.7802  19.8184
O  5.7154  10.943  10.8319
O  4.2959  1.8948  17.888
O  5.0374  6.5729  20.1459
O  2.3492  2.1513  13.1273
O  1.6515  9.5014  17.7315
O  1.8352  9.5186  11.6034
O  2.5938  0.4317  19.2356
O  9.12  8.6128  14.3283
O  3.4188  7.8422  13.6118
O  2.7397  1.8148  15.7279
O  2.3483  3.2543  19.1181
O  3.7571  9.7116  9.8141
O  3.8837  5.4625  12.7726
O  3.32  8.5904  19.5558
O  6.1553  5.6838  11.5518
O  4.8089  3.5146  15.8917
O  -0.1153  5.6695  15.277
O  7.6434  0.5688  18.3496
O  0.4908  9.3675  15.4306
O  4.2403  9.1266  15.6366
O  0.3571  6.0284  10.5248
O  9.371  0.1244  15.2447
O  10.8147  4.0453  13.0478
O  0.2129  2.0429  14.9615
O  9.6211  1.8927  17.1761
O  9.1287  5.5378  17.294
O  6.09  3.9019  13.5956
O  6.8238  4.3598  20.2926
O  2.4592  5.9771  19.7582
O  3.6673  5.0542  17.6739
O  1.0459  9.6268  20.348
O  10.2474  3.7548  10.4708
O  4.5081  3.3117  11.6469
O  1.4096  6.2286  13.0978
O  6.3768  5.2462  17.1241
O  8.6548  6.5025  11.3682
O  7.5532  7.3806  16.0642
O  5.1756  0.7704  15.6344
O  5.906  9.829  17.3964
O  6.7208  8.3672  11.0864

Results
free energy: -145155.289 eV
free energy less fixed offsets of As -4856.12, O -568.88, Si -635.61 eV per atom: -0.089 eV

Forces (eV/angstrom), in the order of the atoms: element, x, y, z
Si  0.0323  0.0915  -0.0105
Si  0.013  -0.017  -0.0335
As  0.2255  -0.1466  -0.253
Si  0.1103  0.0194  0.0386
As  -0.1761  0.0751  -0.2925
Si  -0.0932  -0.0096  0.0209
Si  -0.0367  -0.1544  -0.0156
Si  -0.0241  0.0247  -0.0343
Si  -0.022  0.0698  0.0828
Si  -0.0298  -0.0143  0.034
Si  -0.1449  0.0562  0.1012
Si  0.0341  0.0365  0.1693
Si  -0.0155  0.0394  0.1674
Si  0.0199  0.0048  0.0418
Si  0.0338  0.0143  0.0125
Si  -0.0253  -0.0187  0.0493
Si  -0.0484  0.0359  -0.0131
Si  0.0465  0.0257  -0.0151
Si  -0.2938  -0.3393  0.1278
Si  -0.0304  0.0388  -0.0171
Si  0.3146  0.2889  0.0812
Si  0.0437  -0.0113  -0.0087
Si  0.0043  -0.0465  -0.0415
Si  -0.0235  -0.0426  -0.0087
Si  -0.1092  -0.1592  -0.5535
Si  0.0669  0.0853  0.4017
Si  0.0648  -0.0094  0.5138
Si  -0.026  0.2269  -0.3306
Si  -0.1561  -0.0981  0.5125
Si  0.2317  0.1955  -0.4356
Si  -0.2294  0.062  -0.5815
Si  -0.1315  0.3483  0.3817
Si  -0.0865  -0.0201  0.0296
Si  0.0839  -0.0707  0.0507
Si  -0.0288  0.061  0.0156
Si  0.0818  -0.0494  0.0095
Si  0.0642  -0.034  0.0099
Si  0.0094  0.0766  0.0347
Si  0.0851  -0.0961  0.0083
Si  0.0177  0.0616  -0.0098
Si  0.0435  -0.0372  0.0082
Si  -0.0877  0.0783  -0.0164
Si  0.0568  -0.0622  0.0111
Si  -0.0749  0.0603  -0.0262
Si  -0.0601  0.0625  -0.0214
Si  0.0039  -0.0341  0.0149
Si  -0.0601  0.0641  -0.0191
Si  0.0121  -0.0127  0.0216
Si  0.0833  -0.0744  0.0133
Si  -0.0331  0.0337  -0.0115
Si  -0.0454  0.0357  -0.0266
Si  0.0712  -0.0517  0.0231
Si  0.0011  0.0389  -0.0098
Si  0.0822  -0.0538  0.0103
Si  0.0574  -0.0861  0.0144
Si  -0.0385  0.035  -0.0188
Si  -0.0843  0.0411  -0.014
Si  0.0655  -0.0189  -0.0118
Si  -0.0493  -0.0981  0.0022
Si  -0.0573  0.0889  -0.0366
Si  0.0655  -0.0144  0.0002
Si  -0.0911  0.0545  -0.0087
Si  -0.086  0.068  -0.0544
Si  0.0141  -0.0416  0.0059
Si  0.121  -0.0634  -0.5865
Si  -0.0182  -0.0591  0.6316
Si  -0.028  -0.2173  -0.1767
Si  0.0963  0.053  0.468
Si  -0.0174  -0.1894  0.6594
Si  0.2489  0.0401  -0.7429
Si  -0.0365  -0.0165  0.4084
Si  -0.0086  -0.1629  -0.2592
Si  0.0189  0.0165  0.001
Si  0.0102  0.0003  0.0078
Si  -0.3356  -0.3039  -0.1533
Si  -0.0172  -0.0219  0.0254
Si  0.0032  -0.011  0.0124
Si  0.3256  0.3455  -0.1516
Si  0.0172  0.0008  0.0187
Si  -0.0178  -0.0226  -0.006
Si  -0.0175  -0.0047  -0.0526
Si  0.0279  0.043  -0.0383
Si  -0.0125  -0.016  -0.0477
Si  -0.0407  0.0961  -0.116
Si  0.0841  -0.1138  -0.0857
Si  -0.0587  0.0384  -0.1439
Si  0.0153  0.0289  -0.0312
Si  0.0887  -0.0927  -0.0559
Si  -0.018  0.0549  -0.0348
Si  0.0295  -0.0344  0.0001
Si  0.0745  0.032  -0.0043
As  0.116  -0.0995  0.2656
As  -0.1557  0.137  0.1815
Si  -0.0843  -0.0215  0.0364
Si  -0.0145  0.0091  -0.0244
Si  -0.0394  -0.0942  -0.0279
O  0.0231  0.0017  -0.0157
O  0.0067  -0.0038  0.0236
O  0.0004  -0.013  0.0144
O  -0.0173  0.0073  0.0069
O  0.0008  0.0016  0.0456
O  -0.0093  -0.0048  0.0453
O  -0.024  -0.0247  0.0056
O  -0.0104  0.0159  -0.0426
O  0.0371  0.0352  0.0097
O  0.0073  -0.0187  -0.0436
O  0.0147  -0.0299  -0.0006
O  -0.0154  0.0124  -0.0015
Si  0.0052  -0.0105  0.0077
Si  0.0292  0.0378  0.0513
Si  0.009  0.0283  -0.0602
Si  0.0007  0.0194  0.0367
Si  0.0179  -0.0066  0.0446
Si  0.0068  0.0086  0.0046
Si  0.0133  -0.0472  0.0655
Si  -0.0087  0  0.0173
Si  -0.0253  -0.0004  0.0275
Si  -0.0364  -0.0139  0.0479
Si  -0.0075  -0.0076  0.0083
Si  0.0193  -0.011  -0.0009
Si  0.0024  -0.0313  0.0011
Si  0.0127  -0.0105  0.0118
Si  -0.0053  0.0005  0.0012
Si  0.0391  -0.0228  -0.0273
Si  -0.0193  0.0067  -0.0055
Si  -0.0082  0.0124  0.0053
Si  0.014  -0.0182  -0.0256
Si  -0.005  -0.0083  0.0093
Si  0.0029  -0.0094  0.0065
Si  -0.0152  -0.0254  -0.0193
Si  -0.006  -0.0212  -0.0391
Si  -0.0022  0.0003  -0.0014
Si  0.0253  0.0072  0.035
Si  -0.0161  0.0088  -0.0023
Si  -0.0659  0.0619  0.0003
Si  -0.0406  0.0315  -0.0545
Si  -0.0094  -0.0189  0.0358
Si  -0.0096  0.0099  -0.0454
Si  0.001  -0.0154  0.0133
Si  -0.0008  -0.0056  0.006
Si  0.0054  0.0064  0.006
Si  0.0019  0.007  0.0265
Si  0.0161  0.0273  -0.0965
Si  -0.0154  -0.0283  0.0368
O  0.0562  -0.0448  -0.0794
O  0.0007  0.0015  -0.0295
O  -0.0003  -0.0017  -0.0032
O  -0.0361  0.0523  0.0868
O  0.0033  -0.0135  0.0005
O  0.0013  0.0049  0.0004
O  -0.0123  0.0061  -0.0032
O  0.0023  -0.0062  -0.0034
O  -0.0079  0.0006  -0.0011
O  0.0012  0.0068  -0.0132
O  0.0115  -0.0084  -0.0068
O  -0.0045  -0.0008  0.0019
O  0.0113  0.0176  0.0179
O  0.006  -0.0031  0.0005
O  0.0021  -0.0043  0.003
O  -0.0045  -0.0009  -0.0035
O  0.0059  0.0107  -0.0002
O  -0.0037  -0.0054  -0.0019
O  0.0052  0.0062  0.0078
O  0.0057  0.0039  0.0024
O  -0.0291  0.0157  -0.008
O  0.0089  0.0098  0.0175
O  0.0097  0.0197  -0.006
O  -0.0023  0.0024  -0.0072
O  0.0029  -0.0001  -0.006
O  0.0155  -0.0098  -0.0105
O  -0.0088  0.0172  -0.0243
O  0.0105  -0.014  -0.0225
O  0.0084  -0.0114  0.0107
O  -0.0018  -0.0062  -0.0017
O  -0.0026  0.0019  -0.0078
O  0.0044  0.0093  -0.0053
O  0.0013  -0.0111  0.0138
O  0.0124  0.0052  -0.0013
O  -0.0066  0.0047  -0.0101
O  -0.0027  -0.0025  -0.0069
O  -0.0001  -0.0118  0.0089
O  0.0088  -0.0059  0.0097
O  -0.0194  0.035  -0.0335
O  -0.0072  0.0124  0.0036
O  -0.0024  0.0017  -0.0402
O  -0.0001  -0.0093  -0.0087
O  -0.003  0.0022  -0.0083
O  0.0026  -0.007  -0.0063
O  -0.0003  0.0035  -0.0082
O  -0.0005  0.0041  -0.0029
O  0.0177  -0.0067  -0.0068
O  0.0002  -0.0065  -0.0081
O  0.0043  0.002  -0.0059
O  -0.0065  -0.0066  -0.0035
O  -0.0019  -0.0051  -0.0062
O  -0.0003  0.003  0.0028
O  0.0071  -0.0045  0.0211
O  0.0067  -0.0069  0.0222
O  0.0147  0.0095  0.0406
O  0.0143  0.004  -0.0323
O  -0.0109  -0.0105  0.0292
O  -0.0026  0.0054  -0.0034
O  -0.0237  -0.0194  -0.0267
O  0.0029  0.0059  -0.0127
O  0.0051  0.0023  0.0001
O  0.0114  -0.0105  -0.0293
O  0.0024  0.0101  -0.002
O  0.004  -0.0058  -0.0075
O  0.0004  -0.0035  -0.0021
O  -0.0207  0.0002  -0.0421

The program warned: the cutoff lies below the one the program advises for these potential files; the forces do not sum to zero within the program's tolerance; the exchange-correlation potential is rough where the density is thin.
